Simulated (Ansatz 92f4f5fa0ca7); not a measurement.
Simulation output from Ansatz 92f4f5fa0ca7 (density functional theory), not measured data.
Periodic cell of 220 atoms, Si132O88, from a study of silicon, its oxide and their interface. The atomic structure is a simulated model.

Settings: functional r2SCAN; potential files Ansatz PAW; basis plane waves; wave-function cutoff 800 eV; density cutoff ratio 5; exchange-correlation grid ratio 1; k mesh 1 x 1 x 1, shifted by 0.5 0.5 0 of a step; self-consistency stop 1e-10 eV per atom in the density residual; occupations fixed; spin none; net charge 0.

Cell vectors (angstrom)
a  10.888  0  0
b  0  10.888  0
c  0  0  31.7199

Atoms and the computed forces on them: element, x, y, z (angstrom), force x, y, z (eV/angstrom)
Si  0.0446  0.4765  -0.2729  0.0683  -0.0266  0.0535
Si  3.6668  2.1581  -0.0017  -0.1283  0.0082  0.1403
Si  -0.32  5.6777  0.0209  -0.0114  0.0151  0.1642
Si  2.9933  8.0576  0.166  0.0173  -0.0144  0.1484
Si  5.1482  0.2204  0.1285  0.0296  0.0234  0.0563
Si  8.4575  2.5385  0.0916  0.0062  -0.021  0.2041
Si  5.0868  5.665  0.0682  -0.0734  0.0109  0.1726
Si  8.3875  7.8967  0.0541  0.0097  -0.0003  0.1409
Si  1.6251  1.4692  1.1087  0.092  0.0328  0.0183
Si  4.1563  3.9989  1.4301  -0.0119  0.0206  -0.0517
Si  1.3334  6.81  1.3007  0.0188  -0.0003  0.0112
Si  4.1276  9.5538  1.528  -0.0222  -0.0478  0.004
Si  6.8495  1.3316  1.3338  -0.0031  0.0218  -0.0029
Si  9.5185  4.137  1.418  -0.0123  0.0252  0.0301
Si  6.7831  6.7359  1.2885  0.013  0.0474  0.0118
Si  9.5443  9.3073  1.4875  -0.001  -0.0193  -0.0247
Si  0.1485  2.7459  2.5901  -0.0682  0.0004  0.0572
Si  2.6782  0.0339  2.7169  0.0157  -0.0043  -0.0118
Si  0.0576  8.0684  2.8427  -0.0355  0.0307  -0.0108
Si  2.6813  5.3842  2.6722  0.0073  0.0155  0.0501
Si  5.5532  2.7039  2.7789  0.0114  0.0036  0.0232
Si  8.2135  -0.0405  2.6938  0.0471  -0.0243  0.0274
Si  5.5319  8.1439  2.7422  -0.0132  -0.0037  0.05
Si  8.1119  5.4275  2.7545  0.0275  -0.0192  0.0285
Si  1.3725  4.068  4.0963  -0.0036  0.0168  -0.0241
Si  4.097  1.3585  4.0664  -0.0072  0.0155  0.005
Si  1.3724  9.5337  4.1122  -0.0033  -0.0063  0.0016
Si  4.0871  6.7745  4.0266  0.0011  -0.0272  -0.0142
Si  6.8367  4.0682  4.1606  0.021  -0.0198  0.0006
Si  9.6158  1.3681  3.9796  0.0239  0.0203  0.002
Si  6.8612  9.516  4.1074  -0.0121  -0.0168  -0.0177
Si  9.5095  6.7514  4.127  0.0064  0.0097  0.0156
Si  -0.0018  0.0066  5.4338  0.0284  0.0156  -0.0177
Si  2.754  2.7174  5.4427  0.0186  -0.0026  0.0236
Si  -0.0055  5.4034  5.4655  -0.0115  -0.0042  0.0162
Si  2.7522  8.1568  5.4289  0.013  0.0047  -0.0059
Si  5.4458  -0.0114  5.4327  0.0065  0.0271  0.0088
Si  8.245  2.6967  5.4289  -0.0293  -0.0145  -0.0083
Si  5.4303  5.4402  5.4448  -0.0213  -0.029  -0.0021
Si  8.1892  8.1575  5.4747  0.0063  0.002  -0.0019
Si  1.3733  1.3562  6.7882  0.0073  -0.0084  0.0265
Si  4.0899  4.0835  6.8161  0.0006  0.0091  0.013
Si  1.3596  6.8049  6.7927  -0.0242  0.0032  0.0039
Si  4.0837  9.5296  6.8078  0.0008  -0.0231  0.0152
Si  6.8148  1.3649  6.7812  0.0163  0.0101  0.0166
Si  9.5395  4.0661  6.8393  0.0088  -0.0077  0
Si  6.792  6.8053  6.8022  -0.0011  0.0001  0.017
Si  9.5305  9.5411  6.8116  -0.0197  -0.0049  0.0153
Si  0.0269  2.7108  8.1631  -0.0128  -0.0075  -0.0078
Si  2.6975  -0.0099  8.1779  0.0054  0.022  -0.0162
Si  -0.0159  8.1636  8.1659  -0.003  0.0039  -0.0061
Si  2.7197  5.4413  8.1581  0.021  -0.0028  -0.0124
Si  5.463  2.7384  8.1783  -0.0101  -0.0057  -0.0164
Si  8.1459  -0.0004  8.1573  0.0099  -0.0011  -0.0155
Si  5.4407  8.1747  8.156  -0.0083  -0.0041  -0.0062
Si  8.1517  5.4491  8.1706  0.0083  -0.0053  0.0009
Si  1.3636  4.0842  9.5248  -0.0028  0.0013  -0.0094
Si  4.0607  1.3801  9.517  0.006  -0.0167  -0.012
Si  1.3091  9.52  9.5489  -0.0115  -0.0114  -0.0149
Si  4.0711  6.8234  9.5003  -0.0107  0.0096  -0.0081
Si  6.8121  4.1143  9.5671  0.0063  0.0141  -0.0223
Si  9.5131  1.3746  9.4869  0.0086  0.0136  -0.0056
Si  6.7918  9.5231  9.5247  -0.0148  0.0178  -0.0026
Si  9.4883  6.8259  9.5478  -0.0078  -0.0066  -0.0157
Si  -0.1  0.004  10.8813  -0.0007  0.0009  -0.0068
Si  2.7043  2.7346  10.9133  -0.0077  0.0096  0.0154
Si  -0.0214  5.4391  10.8576  0.0016  -0.0055  0.0139
Si  2.6733  8.1258  10.8688  0.0008  0.029  0.0198
Si  5.4165  0.0022  10.8469  0.0096  -0.0104  0.0121
Si  8.215  2.74  10.8855  -0.0225  -0.0228  0.0075
Si  5.4453  5.5293  10.8944  -0.012  -0.0139  0.0052
Si  8.1219  8.1892  10.9464  -0.0091  0.0093  0.0253
Si  1.2628  1.3455  12.2152  0.0148  -0.0233  -0.0244
Si  4.0768  4.1784  12.2091  0.0294  -0.0195  -0.0144
Si  1.2984  6.771  12.2489  -0.0004  0.0197  -0.0531
Si  4.0189  9.5224  12.1686  -0.0324  -0.0033  -0.0325
Si  6.8134  1.3664  12.1619  -0.0236  0.0424  -0.0541
Si  9.5866  4.0889  12.2819  -0.0196  0.006  -0.0283
Si  6.755  6.8738  12.3633  0.0007  -0.011  -0.039
Si  9.4091  9.6069  12.3242  0.0235  -0.004  -0.0383
Si  0.0219  2.6838  13.7029  0.0039  0.0067  -0.0211
Si  2.6285  -0.0322  13.5082  0.0329  0.0173  -0.0171
Si  -0.0392  8.2285  13.5507  -0.0018  -0.0197  0.001
Si  2.6659  5.4153  13.6419  0.0005  0.0113  -0.0457
Si  5.5101  2.806  13.4391  -0.0302  -0.0546  -0.0162
Si  7.9815  0.0576  13.7333  0.0266  0.0036  -0.0144
Si  5.3005  8.2793  13.6859  0.0072  -0.0177  -0.0065
Si  8.1987  5.4518  13.6164  0.0091  0.0151  0.0197
Si  1.794  3.6539  14.99  -0.019  -0.0238  -0.2137
Si  4.045  1.4481  14.5882  -0.0003  0.0026  -0.0877
Si  1.5264  9.3073  14.9289  0.0263  -0.0018  -0.1866
Si  3.7098  7.0581  14.9451  0.0187  0.0434  -0.1588
Si  7.0396  3.8636  14.8882  0.0113  -0.0028  -0.1708
Si  9.2166  1.6149  14.9862  -0.0359  0.0002  -0.1593
Si  6.1403  10.0663  15.0386  0.0107  -0.0075  -0.2329
Si  9.4999  6.9193  14.9049  -0.032  0.002  -0.139
Si  29.4099  -11.3299  21.2097  0.0243  0.0325  -0.0997
Si  -2.7091  -1.0616  27.1106  0.02  0.0386  0.1812
Si  4.3767  15.7392  26.6117  -0.0376  -0.0283  0.1902
Si  21.2309  13.6805  24.8039  -0.0075  0.0082  0.1163
Si  13.3227  0.7828  27.411  -0.0659  -0.0353  0.2081
Si  9.5369  5.728  20.9719  0.0224  -0.0379  -0.107
Si  -1.1493  14.4239  19.018  0.0404  0.047  -0.1371
Si  11.6481  19.9001  23.685  0.0188  -0.0208  0.046
Si  -13.5877  12.8581  29.0673  0.0481  -0.0173  0.1527
Si  0.7472  11.1974  20.0156  0.0198  0.0364  -0.1922
Si  5.2666  2.5876  21.6168  0.0198  0.0409  -0.0926
Si  13.5372  -1.5491  29.0387  -0.0091  -0.002  0.2236
Si  4.2198  14.9923  29.4823  0.0278  -0.0115  0.1795
Si  0.2658  22.1175  17.0751  0.0062  0.0056  -0.2079
Si  10.0523  0.6005  22.527  0.016  0.0317  -0.0502
Si  4.7579  -0.4507  22.1891  -0.0056  0.0283  0.0087
Si  -9.666  15.9439  29.2448  -0.0384  0.0055  0.1846
Si  9.5782  7.606  25.6197  0.0146  0.0445  0.1325
Si  -7.2236  18.6072  26.8438  -0.0595  -0.0065  0.162
Si  13.2049  19.6427  21.2049  -0.068  0.0119  -0.0646
Si  7.1277  23.7663  19.5602  -0.0006  0.0658  -0.1065
Si  16.4327  -16.1123  17.0554  0.024  0.0176  -0.2123
Si  19.913  19.0975  19.5827  0.0301  -0.0211  -0.1854
Si  -4.735  3.5897  24.3626  -0.004  -0.0024  0.0985
Si  -6.2829  25.2539  18.9697  0.0036  0.053  -0.1608
Si  -0.3215  0.4046  28.4151  -0.0188  0.0214  0.2078
Si  -9.979  7.5545  27.6819  0.0657  0.0176  0.1409
Si  -10.0495  17.8784  19.562  -0.0685  -0.051  -0.1825
Si  -3.1808  1.8421  26.2442  0.0066  -0.0369  0.1818
Si  12.622  36.1812  26.7938  0.0163  0.0183  0.1431
Si  12.6776  -19.461  18.4798  -0.0419  -0.0262  -0.1611
Si  11.0885  16.1714  17.1091  0.0338  -0.0333  -0.2093
Si  -3.4521  -13.61  16.9655  -0.0257  -0.0411  -0.2217
Si  -3.8794  20.8703  29.7271  -0.0072  -0.0048  0.1731
Si  14.2772  -0.8556  25.001  0.0157  -0.0034  0.1207
Si  8.8236  16.1089  23.9039  0.0238  0.0132  0.0101
O  0.3542  0.1978  -1.8405  0.0091  -0.0464  -0.1704
O  -1.4855  -6.6751  -11.2731  -0.0272  0.0167  0.077
O  11.1882  -6.1522  -1.1838  0.0622  -0.0413  -0.1188
O  -7.6061  11.1918  -5.5955  0.0406  -0.022  -0.1041
O  -1.4168  6.7866  -0.5397  -0.0031  0.0009  -0.0584
O  -3.0724  8.8691  -1.1336  -0.0543  0.0184  -0.0863
O  16.1298  3.1946  -8.6211  -0.0304  0.0045  -0.0131
O  -8.2828  13.2588  -4.1809  0.0281  0.0015  -0.0428
O  11.2874  3.0306  -12.751  -0.0226  0.0138  0.0688
O  16.1856  4.4743  -6.346  0.0566  -0.016  -0.0902
O  14.9658  30.4954  -6.0684  0.0225  0.0426  -0.0992
O  -11.7116  26.0098  -7.5647  0.0228  0.0141  -0.042
O  4.054  6.8935  -0.2827  0.0354  -0.0266  -0.0368
O  8.0207  13.9122  -1.4289  -0.0108  -0.0071  -0.1348
O  -2.444  7.8347  15.7454  -0.0658  0.0603  0.0762
O  7.2647  0.4029  19.8628  0.0014  -0.0494  0.0357
O  2.599  -2.717  15.4405  -0.0018  -0.0062  0.0643
O  3.7852  9.3824  21.4233  0.0457  -0.0099  -0.0023
O  -0.3301  17.1294  15.9386  0.047  -0.0307  0.1093
O  -0.2334  1.0205  21.0799  -0.0417  0.0024  0.0724
O  10.6193  -2.7369  19.2631  0.0016  0.0332  0.0624
O  21.5645  18.9324  24.5235  0.0361  0.0212  -0.063
O  18.3249  4.4171  23.8718  -0.0046  0.0066  -0.021
O  1.3345  -0.9917  20.6848  0.0337  -0.0513  0.0647
O  3.0443  13.4887  15.2814  -0.0108  0.0315  0.0777
O  11.688  15.0964  27.9322  -0.0127  -0.0456  -0.1163
O  9.7622  4.6098  17.7854  -0.0367  -0.0163  0.0804
O  33.5166  -7.9784  25.5995  -0.0287  -0.0244  -0.0714
O  3.1616  3.1372  18.3009  -0.0001  -0.0172  0.0525
O  1.2228  9.0182  28.302  -0.0457  -0.0012  -0.0841
O  -12.1362  12.3264  31.5605  -0.0211  -0.0219  0.0075
O  8.2552  -2.2462  18.2498  0.0481  0.0183  0.1462
O  1.2086  15.0933  16.4268  -0.0242  0.0329  0.1895
O  15.4874  -15.3482  26.8539  0.0203  -0.0004  -0.0403
O  -10.0633  9.9513  16.2586  -0.0498  0.0615  0.1526
O  -2.4323  0.4322  22.3105  -0.0292  0.008  0.0372
O  10.8227  0.0022  18.628  -0.009  -0.0363  0.1621
O  2.9628  10.9012  28.7441  0.0179  0.0452  -0.0824
O  -8.0599  15.446  26.2306  -0.0009  0.0059  -0.0629
O  19.34  8.6949  26.0037  -0.0103  -0.0316  -0.0715
O  31.3242  21.0117  27.9415  -0.0401  -0.0686  -0.0792
O  17.1595  -6.3476  16.1477  -0.0677  0.0191  0.135
O  20.6075  12.6735  28.5664  -0.0037  0.0267  -0.0846
O  -0.2067  20.9859  23.0127  0.0005  -0.0116  -0.0101
O  34.5102  20.6348  24.6209  -0.033  0.004  -0.0228
O  8.1307  13.654  15.4512  0.0237  0.0043  0.0729
O  -13.1627  -1.6497  20.7559  -0.0064  0.0409  0.0812
O  -15.2509  -1.4764  16.4851  0.0182  -0.0006  0.1315
O  9.1489  13.3026  25.8127  0.0445  0.0322  -0.0377
O  17.8949  -1.4412  28.1878  0.0102  -0.0237  -0.1211
O  1.6335  29.9844  22.5751  0.0033  -0.0247  0.0122
O  0.9899  17.5044  28.9798  -0.0065  0.0444  -0.0444
O  -6.2116  22.848  21.6292  -0.0287  -0.0317  0.0152
O  1.4256  12.3709  17.1237  0.0376  0.0208  0.0511
O  -4.6091  -11.8459  21.9385  -0.0091  -0.0186  0.0172
O  15.2819  14.3763  20.5817  -0.0029  -0.0169  0.0947
O  28.3544  17.7491  17.3665  -0.0141  0.0129  0.0912
O  9.0597  16.8144  22.482  -0.0171  0.0045  0.0304
O  8.5126  13.3718  18.8569  -0.0214  -0.0279  0.0347
O  -0.5081  18.2016  26.9921  -0.0564  -0.0054  -0.0706
O  3.7765  -2.4476  28.2951  0.0369  -0.037  -0.0855
O  21.9891  17.0007  20.7727  0.0096  -0.0111  0.0587
O  6.6058  24.0373  25.1576  -0.0311  -0.0014  -0.0583
O  3.9266  2.6545  30.1566  0.016  -0.0279  -0.1167
O  -11.1913  9.9252  32.0803  -0.0097  0.0171  0.0834
O  -9.8448  6.1043  18.2218  0.0388  0.0471  0.1236
O  9.8364  0.9278  16.3398  0.036  -0.039  0.1227
O  -2.261  17.5968  20.0513  -0.0198  -0.0158  0.0543
O  -6.6028  6.315  16.2789  0.0273  -0.055  0.1308
O  2.0294  1.2348  19.6624  0.0134  -0.0252  0.0685
O  7.7298  0.2383  26.2821  -0.0116  0.039  -0.093
O  -5.0731  13.2869  18.6522  0.0109  -0.0332  0.0541
O  -6.1196  4.0524  27.9686  0.0221  0.0084  -0.1455
O  5.3292  4.9273  30.3455  0.0221  -0.0229  -0.1
O  -12.9881  28.0962  25.0786  -0.0327  -0.039  -0.0347
O  6.7952  13.5242  21.0291  -0.0032  -0.0228  0.0558
O  2.5551  8.95  30.59  -0.0029  0.0998  -0.1437
O  -14.0433  22.3161  29.6882  -0.0275  0.0126  -0.0492
O  2.2562  -3.2974  20.0705  0.0507  0.0529  0.0716
O  -5.8358  0.3796  15.4043  0.0223  -0.0315  0.0689
O  -16.197  -11.4761  30.4456  0.0021  -0.0321  -0.1028
O  0.8248  22.3403  27.2915  0.0321  -0.0028  -0.1009
O  -5.8358  4.93  18.4055  -0.0151  -0.0237  0.1141
O  2.1089  29.0462  26.6307  0.0133  -0.0231  -0.0874
O  10.4235  12.5968  23.6238  0.0037  -0.0213  -0.027
O  -8.0941  4.8738  29.5425  -0.031  0.0067  -0.032
O  15.1894  10.4704  23.7462  0.0178  0.0103  -0.0354
O  -3.5382  13.2727  27.7448  -0.061  0.0378  -0.1136

Results
free energy: -134623.631 eV
free energy less fixed offsets of O -570.45, Si -639.56 eV per atom: -2.111 eV

The program warned: the cutoff lies below the one the program advises for these potential files; the forces do not sum to zero within the program's tolerance; empty levels may hold ghost states of the PAW files; the exchange-correlation potential is rough where the density is thin.
